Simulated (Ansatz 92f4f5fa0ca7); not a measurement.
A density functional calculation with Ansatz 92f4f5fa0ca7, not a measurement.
Periodic cell of 220 atoms, Si132O88, from a study of silicon, its oxide and their interface. The atomic structure is a simulated model.
Doubt: the cutoff is far below the 930 eV that the study's wrapper takes by default for these files, so forces and energies are approximate.
This geometry differs little from another in the collection (a relaxation step or a small displacement).

Settings
functional: PBE
potential files: Ansatz PAW
basis: plane waves
wave-function cutoff: 580 eV
density cutoff ratio: 5
exchange-correlation grid ratio: 1
k mesh: 1 x 1 x 1, Gamma-centred
self-consistency stop: 5e-08 eV per atom in the density residual
occupations: fixed
spin: none
net charge: 0

Cell vectors (angstrom)
a	10.938	0	0
b	0	10.938	0
c	0	0	32.5236

Atoms and the computed forces on them: element, x, y, z (angstrom), force x, y, z (eV/angstrom)
Si	-0.3286	0.3999	24.9653	-0.1222	0.0976	-0.1199
Si	5.7669	-0.2255	25.0641	0.0926	-0.1043	-0.0343
Si	2.5106	3.0605	25.2425	-0.0546	0.088	-0.151
Si	8.3775	2.6959	24.813	0.0283	-0.0479	-0.0645
Si	0.2921	5.2379	25.2193	0.0633	-0.0575	-0.1311
Si	5.0925	5.7978	25.1284	-0.1186	0.0853	-0.2716
Si	2.9253	8.1048	24.9486	0.049	-0.1029	0.0403
Si	7.9212	8.3965	25.0025	-0.1052	0.0931	-0.1215
Si	1.2821	1.4166	26.3782	-0.0015	0.0445	0.0396
Si	6.8692	1.4654	26.2756	0.0703	-0.0208	-0.011
Si	4.0482	4.2252	26.5253	-0.013	-0.0138	0.0166
Si	9.5399	4.1063	26.367	0.0431	-0.0559	0.0011
Si	1.393	6.9369	26.3863	0.0699	-0.0053	-0.0349
Si	6.7734	6.8776	26.3772	-0.0127	0.0588	0.0455
Si	4.1023	9.6205	26.3412	0.04	-0.0565	-0.0047
Si	9.5258	9.6376	26.2609	-0.0072	0.0107	0.0196
Si	2.6984	0.0277	27.7059	0.0039	-0.0077	-0.0113
Si	8.1874	0.0474	27.7052	-0.038	-0.002	0.0026
Si	-0.0496	2.7549	27.7762	-0.0117	0.0168	-0.0135
Si	5.4673	2.7575	27.7194	-0.0088	0.0084	-0.0061
Si	2.6802	5.5605	27.8274	-0.0727	0.0193	-0.029
Si	8.1696	5.4918	27.7146	0.013	-0.0144	-0.0022
Si	-0.0477	8.2724	27.6971	0.0226	-0.0275	-0.0237
Si	5.4287	8.2369	27.761	-0.0045	0.0153	-0.0234
Si	4.1018	1.3673	29.1053	-0.0427	0.0317	-0.2757
Si	9.5708	1.3673	29.1053	-0.1343	-0.1449	0.2322
Si	1.3673	4.1018	29.1053	-0.3115	0.1493	0.2767
Si	6.8362	4.1018	29.1053	0.0175	0.0125	-0.0667
Si	4.1018	6.8362	29.1053	0.0846	0.3425	0.6039
Si	9.5708	6.8362	29.1053	-0.0778	0.152	-0.3284
Si	1.3673	9.5708	29.1053	-0.0967	0.0965	-0.1887
Si	6.8362	9.5708	29.1053	-0.0173	0.2916	-0.106
Si	0	0	30.4726	0.0041	0.0144	-0.0135
Si	5.469	0	30.4726	0.0569	-0.0734	-0.0102
Si	2.7345	2.7345	30.4726	0.0307	0.0299	-0.027
Si	8.2035	2.7345	30.4726	0.0403	-0.044	-0.0088
Si	0	5.469	30.4726	0.0644	-0.0836	0.0159
Si	5.469	5.469	30.4726	0.0009	0.0107	-0.0173
Si	2.7345	8.2035	30.4726	0.1132	-0.053	0.0226
Si	8.2035	8.2035	30.4726	0.0221	0.013	-0.034
Si	1.3673	1.3673	31.8398	-0.0375	-0.021	-0.004
Si	6.8362	1.3673	31.8398	-0.0383	0.0747	-0.0247
Si	4.1018	4.1018	31.8398	0.0036	0.0252	-0.0077
Si	9.5708	4.1018	31.8398	-0.0748	0.0297	-0.0265
Si	1.3673	6.8362	31.8398	-0.0537	0.0463	-0.0315
Si	6.8362	6.8362	31.8398	-0.0075	0.0006	-0.0162
Si	4.1018	9.5708	31.8398	-0.071	0.0759	-0.018
Si	9.5708	9.5708	31.8398	0.0197	-0.0066	-0.0092
Si	2.7345	0	0.6835	0.0921	-0.0745	0.0192
Si	8.2035	0	0.6835	0.0152	-0.0235	0.0178
Si	0	2.7345	0.6835	0.0171	0.0563	0.0058
Si	5.469	2.7345	0.6835	0.0148	-0.0473	0.0431
Si	2.7345	5.469	0.6835	-0.004	0.0207	0.0104
Si	8.2035	5.469	0.6835	0.0499	-0.045	0.011
Si	0	8.2035	0.6835	0.0518	-0.0733	0.0313
Si	5.469	8.2035	0.6835	0.0255	-0.0243	0.0093
Si	4.1018	1.3673	2.0507	-0.0469	0.068	0.0197
Si	9.5708	1.3673	2.0507	-0.0106	-0.0205	0.0336
Si	1.3673	4.1018	2.0507	-0.0996	-0.0883	0.0148
Si	6.8362	4.1018	2.0507	0.0589	0.119	0.0005
Si	4.1018	6.8362	2.0507	-0.0529	-0.0827	0.0118
Si	9.5708	6.8362	2.0507	-0.091	0.0801	-0.0177
Si	1.3673	9.5708	2.0507	-0.0077	0.1534	-0.0441
Si	6.8362	9.5708	2.0507	-0.0618	-0.0286	0.0217
Si	0	0	3.418	0.5531	0.0706	-0.4274
Si	5.469	0	3.418	0.0103	-0.1933	0.1493
Si	2.7345	2.7345	3.418	-0.11	-0.2311	-0.0792
Si	8.2035	2.7345	3.418	-0.008	0.194	0.0576
Si	0	5.469	3.418	0.1364	-0.2131	0.2723
Si	5.469	5.469	3.418	-0.216	-0.0808	-0.117
Si	2.7345	8.2035	3.418	0.0679	-0.0193	0.2908
Si	8.2035	8.2035	3.418	0.1428	-0.3956	-0.4995
Si	1.4211	1.3063	4.8147	-0.0065	-0.0256	0.0252
Si	6.8472	1.3607	4.7722	0.0156	-0.0118	0.0149
Si	4.0998	4.0575	4.7776	-0.0019	-0.0032	0.0148
Si	9.5976	4.0635	4.8251	-0.0271	0.0174	0.0409
Si	1.4211	6.7788	4.8156	-0.0123	0.0112	0.0317
Si	6.8474	6.8198	4.7458	0.0083	0.019	0.0134
Si	4.1294	9.5422	4.8354	0.0161	-0.0312	0.0441
Si	9.6687	9.4909	4.6759	0.0115	0.0156	0.0243
Si	2.728	-0.1257	6.2846	-0.042	0.0115	0.001
Si	8.4291	0.0392	5.9256	-0.0306	-0.0384	-0.0831
Si	0.0777	2.6846	6.1987	0.0676	0.0462	-0.0388
Si	5.3167	2.5508	6.1566	-0.0485	0.0253	-0.0224
Si	2.8361	5.4505	6.2281	-0.0084	-0.042	-0.0225
Si	8.0856	5.3511	6.1366	-0.0522	-0.058	-0.0333
Si	-0.0205	8.1128	6.1309	-0.0108	0.0218	-0.0277
Si	5.6139	8.2553	6.1803	0.0447	0.0374	-0.0531
Si	3.7532	1.4805	7.719	-0.0355	0.0398	0.0847
Si	9.9985	0.9563	7.4434	0.0939	-0.1602	0.1853
Si	1.6187	3.8604	7.5211	0.0587	-0.0861	0.0439
Si	6.5426	3.9917	7.4658	-0.0167	0.0836	0.0617
Si	4.6204	6.5092	7.4311	0.1067	-0.0895	0.0949
Si	9.0995	7.1436	7.2692	-0.0492	0.0894	0.0723
Si	1.1914	9.5311	7.5784	-0.0565	0.0932	0.0539
Si	7.2188	9.6824	7.3645	0.0048	-0.0157	0.1365
O	1.4052	4.1459	24.6228	0.0018	-0.0232	0.1586
O	6.8343	9.557	24.5175	0.0082	-0.0243	0.1212
O	2.7118	2.7256	8.0544	-0.0483	0.0504	-0.0677
O	8.1892	8.4138	7.8772	-0.0052	-0.0044	-0.0938
O	5.5783	5.2561	8.0346	0.0018	0.003	-0.1146
O	0.1298	-0.1941	8.0344	0.0201	-0.0305	-0.1079
O	4.0203	6.9284	24.5147	0.048	-0.0356	0.1271
O	9.4932	1.5159	24.3847	0.0302	0.0103	0.1122
O	1.8135	8.6984	8.906	0.0035	-0.0095	-0.0493
O	0.8324	4.4425	8.8523	0.019	-0.0345	-0.0879
O	9.1825	1.434	8.7958	-0.0067	0.0197	-0.1043
O	6.9214	10.8995	8.5229	0.0175	-0.0101	-0.064
O	4.1558	0.9017	9.2329	-0.0053	0.0231	-0.1237
O	4.175	7.4423	8.7096	-0.0385	-0.0144	-0.0516
O	6.9684	2.8446	8.6318	0.0054	-0.0171	-0.04
O	9.6303	6.3184	8.5738	-0.0024	0.0353	-0.0399
O	3.414	2.4406	24.0313	-0.0207	-0.0067	0.0618
O	5.1634	0.4178	23.6837	-0.0264	0.0244	0.0326
O	7.7637	3.4858	23.444	0.0016	0.0037	0.0604
O	10.4807	5.8852	23.9268	-0.0113	0.0399	0.0812
O	8.4165	7.5787	23.6352	0.0457	-0.0128	0.0657
O	2.3185	8.815	23.5641	-0.0198	0.0191	0.0326
O	5.655	5.0268	23.8038	0.015	0.006	0.1157
O	0.4467	10.7486	23.6346	0.0056	-0.0152	0.0752
Si	4.2126	11.6389	10.8643	0.004	0.0221	0.1239
Si	7.6533	7.4162	12.1178	0.0044	-0.0545	0.0298
Si	5.6131	5.8945	20.1616	-0.041	0.0218	-0.0323
Si	4.4116	1.6804	23.0104	-0.067	0.0006	-0.0597
Si	10.5151	-2.7712	18.1814	0.0068	-0.0229	0.0381
Si	6.3545	-2.0974	16.1883	0.007	0.0266	0.0166
Si	0.9871	9.4404	22.8201	0.0095	-0.0003	-0.0706
Si	8.8811	8.9708	14.5593	-0.0133	0.0009	-0.0454
Si	-2.5812	4.4692	12.1277	0.0025	-0.018	0.0716
Si	1.0467	9.4031	14.726	-0.0112	0.0433	-0.0041
Si	4.2726	0.1243	18.5982	-0.0031	0.004	0.0458
Si	1.6362	10.0601	17.4844	-0.0176	0.0036	0.047
Si	6.6178	12.8366	12.0277	-0.0061	0.0441	0.0552
Si	2.8845	-3.2535	9.6626	-0.0066	0.0332	0.0596
Si	4.78	8.796	11.8444	0.0619	0.0053	0.0618
Si	0.504	11.037	20.2645	0.0025	0.0734	-0.0525
Si	1.7406	0.7594	12.8127	-0.0142	0.056	0.0073
Si	0.3982	3.3828	12.6313	-0.0608	0.0018	0.018
Si	6.177	8.9175	19.4305	-0.0112	-0.0186	0.0205
Si	6.3674	4.0696	22.7141	-0.008	0.0306	-0.0056
Si	14.7993	7.912	14.6413	0.0219	0.0149	-0.0338
Si	7.586	1.3791	9.1404	-0.0123	-0.0045	0.0956
Si	8.712	-0.4948	19.2174	0.0041	-0.0153	0.0276
Si	6.8952	1.5308	17.5239	0.0026	-0.0214	-0.0122
Si	2.4253	2.9079	14.751	-0.0341	-0.0119	-0.0358
Si	1.7467	4.3134	17.0862	-0.02	-0.0118	0.054
Si	-3.6713	0.433	14.8178	-0.0135	0.0247	-0.0281
Si	9.7843	5.3794	17.5775	0.0159	-0.0034	0.0455
Si	6.7211	4.61	17.4496	-0.0083	0.0313	0.0272
Si	9.8138	7.0175	22.9942	0.0106	-0.0529	-0.0252
Si	10.6673	6.1147	20.3123	0.059	-0.018	-0.038
Si	12.0308	5.2031	10.2748	0.009	0.0047	0.1569
Si	2.5653	4.8168	20.1254	-0.0231	-0.0044	-0.0338
Si	2.7184	1.8658	20.6726	-0.035	0.0405	-0.0389
Si	4.1802	5.0787	15.4663	-0.0041	-0.0078	0.0024
Si	9.3437	6.1941	10.1419	-0.0418	-0.0114	0.1552
O	2.8854	5.337	16.4686	0.0092	0.0142	-0.0128
O	7.5559	-1.3379	20.0173	0.0012	0.0033	0.0014
O	5.8808	7.5232	20.2447	0.0255	0.009	-0.0078
O	-7.0649	3.6793	14.6614	0.0096	0.0128	0.0057
O	0.475	1.7463	12.4363	0.0274	-0.0115	-0.0027
O	6.4475	8.7527	17.8165	0.0037	-0.0153	-0.0401
O	2.8703	3.4587	20.9726	0.0127	-0.0299	0.026
O	3.4555	8.2776	11.0549	-0.0327	-0.0087	-0.0516
O	-1.1552	3.9054	12.741	0.0162	-0.0019	-0.0229
O	-0.1166	6.1607	10.8212	-0.0007	0.0091	-0.0716
O	4.9276	-0.97	19.6381	-0.0005	0.0128	-0.0062
O	10.7347	7.6301	19.7037	-0.0076	-0.0092	-0.0016
O	0.1595	4.6916	16.8626	0.0028	0.0093	-0.0104
O	3.2483	10.2393	17.6171	-0.0001	-0.0069	-0.0123
O	1.1907	9.9136	21.2594	0.0046	-0.0334	0.0796
O	8.3877	8.4861	13.0847	0.0168	0.007	0.0022
O	12.1522	3.738	14.0035	0.0361	-0.0015	0.0099
O	9.4977	-1.489	18.1647	-0.0003	0.0077	-0.013
O	3.4846	1.0465	21.8453	0.038	0.0057	0.0873
O	1.266	4.0628	11.4185	0.0087	0.0134	-0.061
O	6.3833	5.0001	21.334	0.0102	-0.0407	0.087
O	9.967	5.1289	19.2007	-0.0028	0.0076	-0.0003
O	13.0423	4.2678	18.6631	0.0008	-0.0023	-0.0156
O	8.3047	4.8969	17.0552	-0.0001	-0.0004	-0.0166
O	1.1116	1.5519	20.6953	0.0193	-0.0326	0.0209
O	5.0388	12.8717	11.5769	0.0013	-0.0152	-0.0466
O	2.708	11.5383	11.5004	-0.0104	-0.0136	-0.0277
O	-0.4457	8.6778	14.7574	0.0089	-0.0012	0.0022
O	2.5864	12.3896	14.046	0.0147	0.0012	0.0084
O	7.1675	3.3968	12.3626	-0.0182	-0.0208	-0.0283
O	4.3604	8.8517	13.4106	-0.0252	-0.0029	0.005
O	5.0715	10.2837	11.2376	0.0019	-0.0052	-0.0396
O	-3.1377	8.2606	15.6092	-0.0068	-0.0072	0.0103
O	8.5926	4.7779	10.5258	0.007	0.0196	-0.0745
O	2.2788	8.3071	14.8868	0.0053	-0.0166	-0.0031
O	5.4613	0.7837	17.711	0.0075	0.0142	-0.0152
O	8.0437	0.7595	18.4043	-0.0051	0.0216	-0.0074
O	9.6423	6.2307	21.5739	-0.0181	0.0374	0.0946
O	1.165	10.4798	15.9727	-0.0001	-0.0068	-0.0102
O	-0.1463	8.2905	22.8269	0.0057	-0.0134	0.0274
O	5.6459	4.9314	16.2278	-0.001	0.0008	-0.0117
O	-1.0672	-3.9555	17.2783	-0.0064	0.0006	-0.0168
O	3.4556	1.3488	19.3072	0.0135	-0.0251	-0.0093
O	1.9956	2.8633	16.3426	0.0057	0.007	0.007
O	6.6749	14.0075	17.977	-0.0017	-0.0129	0.0084
O	6.7913	1.0082	13.3801	0.0019	-0.0197	-0.0007
O	5.4901	2.7336	22.386	0.0058	0.0058	0.0296
O	11.88	-0.0489	18.6984	-0.0022	-0.0323	-0.0106
O	4.9148	8.1321	15.8808	-0.0045	-0.012	0.0081
O	-2.2341	-0.336	14.6467	0.0028	-0.0095	0.0155
O	2.3421	-4.7379	10.043	-0.004	-0.0022	-0.0483
O	8.4622	7.4377	10.6976	0.0312	-0.0256	-0.0487
O	1.2651	5.6442	20.7144	-0.0321	0.0166	0.0087
O	1.2041	10.2403	13.3205	-0.0001	-0.0343	0.0072
O	9.8064	0.0643	20.31	-0.0008	-0.0189	0.0002
O	4.0764	6.3031	14.3735	0.0028	-0.0041	0.0105
O	6.2026	-0.6452	15.4389	0.0028	-0.0169	0.0219
O	7.3624	1.6038	15.9509	0.0045	-0.011	0.0182
O	14.9068	5.6724	20.1604	0.0297	-0.0006	0.01
O	6.1097	7.8385	11.7711	-0.0116	0.0109	-0.0189
O	7.8369	5.9014	12.7714	-0.0048	0.0324	-0.0145
O	7.4613	1.2897	10.7651	-0.0019	-0.0012	-0.0885
O	12.0192	-2.415	17.6404	0.0111	0.0022	-0.012
O	6.2583	5.5041	18.7206	0.0079	-0.0174	-0.004

Results
free energy: -133961.989 eV
free energy less fixed offsets of O -568.88, Si -635.61 eV per atom: -0.029 eV

The program warned: the cutoff lies below the one the program advises for these potential files; the forces do not sum to zero within the program's tolerance; the exchange-correlation potential is rough where the density is thin.
